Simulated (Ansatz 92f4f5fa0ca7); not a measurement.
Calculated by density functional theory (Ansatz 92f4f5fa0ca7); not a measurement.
Periodic cell of 251 atoms, Si165O86, from a study of silicon, its oxide and their interface. The atomic structure is a simulated model.
Doubt: the cutoff is far below the 930 eV that the study's wrapper takes by default for these files, so forces and energies are approximate.
This geometry differs little from another in the collection (a relaxation step or a small displacement).

Settings: functional PBE; potential files Ansatz PAW; basis plane waves; wave-function cutoff 580 eV; density cutoff ratio 5; exchange-correlation grid ratio 1; k mesh 1 x 1 x 1, Gamma-centred; self-consistency stop 5e-08 eV per atom in the density residual; occupations fixed; spin none; net charge 0.

Cell vectors (angstrom)
a	10.938	0	0
b	0	10.938	0
c	0	0	37.1487

Atoms: element, x, y, z (angstrom)
Si	0	0	0.683
Si	5.469	0	0.683
Si	2.7345	2.7345	0.683
Si	8.2035	2.7345	0.683
Si	0	5.469	0.683
Si	5.469	5.469	0.683
Si	2.7345	8.2035	0.683
Si	8.2035	8.2035	0.683
Si	1.3673	1.3673	2.0503
Si	6.8362	1.3673	2.0503
Si	4.1018	4.1018	2.0503
Si	9.5708	4.1018	2.0503
Si	1.3673	6.8362	2.0503
Si	6.8362	6.8362	2.0503
Si	4.1018	9.5708	2.0503
Si	9.5708	9.5708	2.0503
Si	2.7345	0	35.0972
Si	8.2035	0	35.0972
Si	0	2.7345	35.0972
Si	5.469	2.7345	35.0972
Si	2.7345	5.469	35.0972
Si	8.2035	5.469	35.0972
Si	0	8.2035	35.0972
Si	5.469	8.2035	35.0972
Si	4.1018	1.3673	36.4644
Si	9.5708	1.3673	36.4644
Si	1.3673	4.1018	36.4644
Si	6.8362	4.1018	36.4644
Si	4.1018	6.8362	36.4644
Si	9.5708	6.8362	36.4644
Si	1.3673	9.5708	36.4644
Si	6.8362	9.5708	36.4644
Si	-0.2139	0.1507	26.8408
Si	4.9639	0.455	27.0476
Si	3.2636	2.1945	27.1457
Si	8.4942	2.471	26.9718
Si	-0.5674	5.8693	26.9643
Si	4.9687	5.7838	26.9652
Si	3.2542	7.5994	27.0759
Si	8.5436	7.6432	26.8949
Si	1.3838	1.2623	28.2277
Si	6.8161	1.3449	28.2451
Si	4.1065	4.0419	28.3454
Si	9.5406	4.1063	28.3195
Si	1.3257	6.7555	28.2124
Si	6.7999	6.7215	28.2131
Si	4.1282	9.4925	28.2462
Si	9.5602	9.4341	28.1397
Si	2.7109	-0.1189	29.6312
Si	8.1905	-0.1	29.5426
Si	0.049	2.7112	29.5932
Si	5.5372	2.7359	29.6885
Si	2.652	5.3781	29.6438
Si	8.1146	5.3903	29.6785
Si	0.031	8.1876	29.5953
Si	5.539	8.1825	29.6148
Si	4.1024	1.3168	30.9558
Si	9.5674	1.3176	30.9096
Si	1.3517	4.0373	31.0552
Si	6.8349	4.0626	31.1121
Si	4.0852	6.8056	30.9357
Si	9.5588	6.8072	30.9462
Si	1.3497	9.5213	31.0372
Si	6.8649	9.5353	31.0145
Si	-0.0177	-0.0114	32.3487
Si	5.4727	-0.0261	32.3499
Si	2.7503	2.6778	32.3689
Si	8.2368	2.6723	32.372
Si	-0.0258	5.4462	32.3558
Si	5.4343	5.4654	32.3752
Si	2.7438	8.1604	32.3606
Si	8.229	8.1728	32.3636
Si	1.3544	1.3483	33.7288
Si	6.8278	1.3464	33.7292
Si	4.0863	4.0847	33.7335
Si	9.5649	4.0832	33.7339
Si	1.3546	6.8149	33.7234
Si	6.8283	6.8304	33.7252
Si	4.0965	9.5573	33.723
Si	9.5662	9.5637	33.7304
Si	2.7398	0.0056	3.4319
Si	8.1951	0.011	3.4238
Si	-0.0043	2.7476	3.4247
Si	5.4907	2.7459	3.4249
Si	2.7497	5.5041	3.4102
Si	8.2218	5.4764	3.4213
Si	0.0193	8.2284	3.415
Si	5.4826	8.2304	3.4221
Si	4.1202	1.382	4.789
Si	9.5398	1.3931	4.7954
Si	1.3537	4.1689	4.7529
Si	6.8767	4.1015	4.8006
Si	4.1047	6.8896	4.7883
Si	9.5748	6.8882	4.7701
Si	1.3563	9.5987	4.8181
Si	6.8258	9.6067	4.8168
Si	-0.0574	0.0265	6.1587
Si	5.4796	0.0413	6.2239
Si	2.7389	2.8062	6.0619
Si	8.223	2.7491	6.2405
Si	0.0208	5.5655	6.1425
Si	5.5142	5.5207	6.0931
Si	2.756	8.2646	6.2013
Si	8.2154	8.2441	6.156
Si	1.3142	1.4942	7.3932
Si	6.845	1.3732	7.6569
Si	4.1469	4.1464	7.4013
Si	9.6005	4.2219	7.519
Si	1.3924	6.8994	7.5671
Si	6.8478	6.8756	7.5065
Si	4.0763	9.655	7.6174
Si	9.5343	9.5933	7.5889
Si	2.6313	0.2053	8.8183
Si	8.0902	-0.1089	9.0692
Si	0.1558	2.993	8.8382
Si	5.3986	2.7884	8.8806
Si	2.8412	5.5048	8.8097
Si	8.19	5.5042	8.9175
Si	0.0222	8.2545	8.9518
Si	5.4659	8.2012	8.9105
Si	3.5547	1.9578	10.0919
Si	9.548	0.9113	10.5841
Si	1.9983	3.7681	10.0788
Si	6.58	4.3321	10.2066
Si	4.3893	6.5947	10.207
Si	9.3795	7.0564	10.2388
Si	1.1123	9.9799	10.172
Si	6.9863	9.1619	10.4212
O	-0.8435	2.3134	9.9696
O	8.2725	8.178	10.7072
O	5.4987	5.4789	10.7493
O	-0.098	-0.0731	10.9133
O	7.2386	3.5725	11.5188
O	3.7146	1.6787	11.7217
O	9.9428	6.425	11.6503
O	3.7472	7.3048	11.546
O	1.8784	4.2129	11.6718
O	6.3337	9.3015	11.9504
O	8.7463	1.3637	11.9456
O	2.2126	9.5244	11.3115
O	10.7028	5.1615	25.5024
O	2.9301	8.0483	25.5205
O	8.0513	3.1271	25.5268
O	11.303	-0.2886	25.3409
O	5.2872	5.3371	25.385
O	3.0809	-8.2731	25.5859
O	-1.3432	1.315	26.5519
O	5.215	0.331	25.4118
Si	5.1604	3.5936	17.6819
Si	11.518	4.9767	24.1066
Si	1.0238	8.5137	19.5168
Si	8.4154	3.6485	15.2045
Si	6.7801	9.0732	13.5261
Si	7.6476	2.6428	24.0172
Si	10.7817	9.7081	24.0974
Si	-0.5118	-2.6798	15.5375
Si	3.1462	2.4597	19.6183
Si	4.2876	15.2284	14.7231
Si	4.6498	1.6032	13.0465
Si	0.0248	2.2898	14.9017
Si	9.3853	4.3043	22.0267
Si	7.9435	8.4016	24.682
Si	10.5285	-0.1436	21.0973
Si	8.808	10.8175	15.007
Si	3.1536	8.7025	21.5523
Si	2.643	8.2697	12.252
Si	1.5251	4.1566	13.2533
Si	7.1813	6.4539	22.3641
Si	7.4915	2.2677	12.474
Si	6.1195	-0.0097	24.1004
Si	1.1792	1.4369	17.5916
Si	6.6902	6.2867	14.9171
Si	1.8935	9.4919	16.7831
Si	4.0242	-1.0386	14.5916
Si	-3.5642	1.5777	17.1574
Si	0.2526	2.6654	20.1376
Si	2.7693	2.9567	24.0329
Si	-0.0471	6.6719	12.9519
Si	3.7505	0.6837	22.119
Si	5.9922	8.2986	20.1492
Si	-1.5219	7.6038	18.2615
Si	2.1827	7.6081	24.1556
Si	5.2601	4.6852	23.8795
Si	6.7134	6.3375	17.9509
Si	8.1001	-0.6269	19.2975
O	6.2481	4.7748	18.0022
O	1.9824	8.6461	18.1858
O	5.1805	0.1849	22.765
O	3.9305	1.5556	20.7379
O	3.3456	9.8355	16.0925
O	3.9812	0.4935	14.0322
O	-2.122	-1.8129	18.4194
O	1.0609	2.1913	16.158
O	-0.7891	7.5614	14.0971
O	6.1756	1.29	12.5301
O	7.8873	5.172	15.0227
O	0.0465	2.1078	18.5921
O	4.5363	8.5702	20.7572
O	6.5466	6.9105	16.4251
O	10.4879	5.1686	22.8668
O	8.0573	10.0837	13.7476
O	12.7556	6.0307	24.1027
O	7.8852	7.0883	23.7009
O	10.0268	3.5953	15.1554
O	-0.9352	0.9715	14.6666
O	-0.9771	7.2906	16.7562
O	7.7867	2.7647	13.988
O	4.7757	13.94	13.862
O	2.6274	1.5594	18.3416
O	-0.8448	3.7767	20.6339
O	1.3071	7.4089	12.4844
O	-0.2356	7.4849	19.279
O	1.9534	7.964	20.7295
O	-2.8506	2.9698	16.6646
O	5.2935	5.5578	14.4516
O	5.7805	7.2801	18.8949
O	0.4616	9.9755	19.985
O	7.9487	0.7901	18.478
O	1.8122	3.1993	20.2559
O	4.1853	3.5452	18.9927
O	1.2317	3.4896	23.943
O	4.311	3.9563	16.3271
O	-1.9797	-0.3059	20.6572
O	0.3442	5.2292	13.5535
O	2.781	4.6224	14.2014
O	6.6253	9.7411	19.7094
O	6.2483	3.4021	23.7091
O	7.0851	7.4837	13.8666
O	3.7884	4.1136	23.4841
O	7.6088	11.4527	15.9292
O	3.249	7.958	22.9872
O	7.3892	1.0258	23.9674
O	8.7995	3.0538	22.9277
O	11.911	2.6494	13.6141
O	1.0735	8.6183	15.6736
O	6.6641	9.3894	24.3095
O	6.9693	7.6308	21.2702
O	8.1489	5.3166	21.6971
O	1.0102	10.8072	17.1901
O	3.2238	8.859	13.6364
O	2.8579	10.2968	21.7767
O	0.7656	8.38	24.0311
O	10.8032	-0.5872	22.624
O	5.5917	9.4653	14.5835
O	0.0735	1.3979	21.1245
O	5.7377	5.8117	22.7954
O	9.2474	9.3152	24.3836
O	8.255	6.4815	18.5152
O	-5.0868	2.1028	17.485
O	2.915	1.5842	23.1829
O	9.5658	-1.3292	15.758

Results
free energy: -153805.004 eV
free energy less fixed offsets of O -568.88, Si -635.61 eV per atom: -5.674 eV

Forces (eV/angstrom), in the order of the atoms: element, x, y, z
Si	-0.0459	0.0051	-0.0075
Si	-0.04	0.0213	0.004
Si	-0.0332	0.0054	0.0167
Si	-0.0212	0.0002	-0.0004
Si	-0.011	-0.043	0.0071
Si	-0.0269	-0.0199	-0.0049
Si	-0.041	-0.0057	-0.0072
Si	-0.0182	-0.0231	0.0092
Si	0.0094	0.0391	0.1298
Si	-0.0107	0.0446	-0.0484
Si	0.077	0.0506	0.0992
Si	0.0187	0.0334	-0.0564
Si	0.0234	0.143	-0.0884
Si	0.0171	0.0124	0.1079
Si	-0.0263	0.052	0.0194
Si	0.0027	0.11	0.0551
Si	-0.0499	-0.0946	-0.0335
Si	-0.045	-0.0977	0.0411
Si	0.0734	-0.0217	0.0381
Si	0.0397	-0.0078	-0.0212
Si	-0.1016	-0.113	0.0179
Si	-0.0928	-0.0941	-0.0415
Si	0.0541	-0.0107	-0.0345
Si	0.0323	0.0074	-0.0046
Si	0.028	-0.001	-0.0106
Si	0.0224	0.0304	-0.0099
Si	0.0313	0.019	0.0232
Si	0.031	0.0027	0.0184
Si	0.0186	0.0131	-0.0145
Si	0.0251	0.0092	-0.0117
Si	0.0633	-0.0152	0.0172
Si	0.013	0.0035	0.0219
Si	-0.0004	-0.0222	-0.0179
Si	0.0015	0.0502	0.039
Si	-0.0089	-0.0672	0.0767
Si	-0.0078	0.0025	-0.0097
Si	-0.0171	0.0019	0.0254
Si	-0.013	0.0246	0.0179
Si	-0.0117	-0.0257	0.0095
Si	-0.0036	0.0032	-0.0093
Si	0.034	0.0177	0.0034
Si	-0.0214	0.0017	-0.0143
Si	0.0131	0.0062	-0.0114
Si	-0.0037	0.0216	-0.0037
Si	0.0205	0.0147	-0.0142
Si	0.0073	-0.0237	0.0098
Si	-0.0004	-0.0128	-0.0059
Si	-0.001	-0.0074	0.0043
Si	-0.0219	-0.0015	0.0135
Si	-0.0025	-0.0167	0.0099
Si	0.0118	0.0077	0.0101
Si	0.0146	0.009	0.0014
Si	-0.0193	-0.0139	0.0026
Si	-0.0113	0.004	-0.0167
Si	-0.0038	0.0037	0.0094
Si	0.0041	0.0078	-0.0043
Si	-0.0024	-0.0011	-0.0018
Si	-0.0042	0.0014	0.0105
Si	0.0066	-0.0096	-0.008
Si	-0.0039	-0.0029	-0.0071
Si	0.0024	0.0064	0.0015
Si	0.0091	0.0041	0.0019
Si	0.0055	-0.0038	-0.0093
Si	0.0147	0.0024	-0.0006
Si	0.0033	-0.002	-0.0024
Si	-0.0023	-0.0004	-0.002
Si	-0.007	0.0035	-0.0058
Si	-0.0057	0.0009	-0.0068
Si	-0.0043	0.0056	-0.0045
Si	0.0104	-0.0035	-0.003
Si	-0.0073	0.002	-0.0026
Si	-0.0055	0.0034	-0.0061
Si	0.0017	0.0026	-0.0029
Si	0.0052	-0.0028	0.0007
Si	-0.0017	-0.0014	-0.0004
Si	0.0007	0	-0.0012
Si	0.0016	-0.0019	0.0009
Si	0	0.0028	0.0006
Si	0.0014	-0.001	0.001
Si	-0.0002	-0.0017	-0.0019
Si	0.007	0.0028	0
Si	-0.0073	-0.0035	-0.0007
Si	-0.0008	0.0065	-0.002
Si	-0.0001	-0.0073	-0.0016
Si	-0.006	0.0001	-0.0017
Si	0.0069	-0.0003	0.0018
Si	0.0016	-0.0046	0.0016
Si	-0.001	0.0069	-0.0004
Si	0.0003	-0.0026	-0.0042
Si	0.0023	-0.0024	-0.0047
Si	0.0036	-0.007	0.0054
Si	-0.0007	0.0044	-0.0071
Si	-0.0011	-0.0011	-0.0078
Si	-0.0049	0.001	0.002
Si	-0.0063	0.0001	-0.0049
Si	0.0023	-0.0018	-0.0007
Si	0.0116	0.0021	0.0135
Si	-0.004	0.0033	-0.0081
Si	0.0137	0.0105	0.0213
Si	0.0024	0.0067	-0.0041
Si	0.0026	0.0075	-0.0034
Si	0.0019	-0.0136	0.0162
Si	-0.0074	0.0021	-0.0058
Si	0.0064	0.0007	0.02
Si	-0.0027	0.0169	-0.0051
Si	0.0018	-0.0149	0.0091
Si	-0.0143	-0.0021	-0.0433
Si	0.0016	0.0097	-0.0022
Si	0.0051	-0.0161	-0.0053
Si	0.0285	0.02	-0.0454
Si	0.0262	-0.0041	0.0039
Si	-0.0139	-0.014	-0.0352
Si	-0.007	-0.0058	-0.0069
Si	0.0037	0.032	0.0023
Si	0.0212	-0.0277	0.0213
Si	0.0177	-0.0076	0.0076
Si	0.0015	0.0153	0.0292
Si	0.0022	-0.0312	-0.0073
Si	0.0158	0.0025	0.0012
Si	-0.0279	0.0199	0.012
Si	-0.0334	0.0242	-0.0055
Si	-0.0051	0.0123	0.0026
Si	0.0007	-0.0211	-0.0291
Si	0.0197	-0.0086	-0.0081
Si	-0.0444	0.0085	-0.0485
Si	-0.0084	0.0023	0.0308
Si	-0.0101	-0.0014	0.0038
Si	-0.0102	-0.0086	-0.0103
O	-0.022	-0.0111	-0.0055
O	0.0054	-0.0033	-0.0013
O	0.0045	-0.012	0.0183
O	-0.0002	0.001	0.0024
O	0.0037	-0.0197	0.0116
O	0.0206	-0.0061	0.0282
O	0.0061	-0.0006	-0.0049
O	-0.0109	0.0155	0.0228
O	-0.0029	0.0068	0.0329
O	-0.007	-0.0018	0.0283
O	-0.0111	0.0097	-0.008
O	0.0103	-0.0012	-0.0005
O	0.008	-0.0054	-0.0224
O	0.0046	-0.004	-0.0192
O	-0.0016	-0.0057	-0.0073
O	-0.0003	-0.0153	-0.0235
O	-0.0005	-0.0161	-0.0391
O	0.0171	0.01	-0.0407
O	-0.0065	0.0071	-0.0024
O	0.0092	-0.0118	-0.0449
Si	0.0009	-0.0009	-0.0096
Si	0.0016	0.0102	0.0035
Si	-0.0029	0.0056	-0.0098
Si	-0.0076	-0.0051	-0.0011
Si	-0.0039	0.0063	-0.0009
Si	-0.0064	0.0035	0.0033
Si	-0.007	-0.0098	0.0152
Si	-0.0014	-0.0014	0.0001
Si	0.0044	-0.0049	-0.0043
Si	-0.0039	-0.0014	0.0114
Si	0.0046	-0.0084	-0.0027
Si	-0.0007	-0.0031	0.0095
Si	-0.0004	0.0051	-0.0037
Si	0.0016	0.001	0.0073
Si	0.0008	-0.0115	0.0147
Si	-0.0042	-0.0025	0.0015
Si	0.0085	0.0025	0.0049
Si	-0.0017	-0.0016	0.0068
Si	0.001	0.0092	-0.0116
Si	0.0072	0.0057	0.0094
Si	0.0138	-0.0109	0
Si	0.0027	-0.0161	0.0093
Si	-0.0015	0.001	-0.0144
Si	0.0037	0.0015	0.007
Si	0.0039	0.0017	-0.0025
Si	0.0044	-0.0042	0.0091
Si	0.0004	0.0003	-0.0072
Si	-0.0066	0.0011	-0.0049
Si	0.006	0.0139	-0.0291
Si	0.0074	0.0008	-0.0017
Si	0.0045	-0.0044	-0.0066
Si	-0.0004	0.0007	-0.0003
Si	-0.0003	-0.0016	-0.0074
Si	-0.0087	-0.002	0.0128
Si	0.0037	0.0037	0.0129
Si	-0.0026	-0.0017	-0.0082
Si	0.0002	0.0026	-0.0013
O	0	0.0024	0.0004
O	-0.0006	0.0006	0.0015
O	-0.0083	0.0034	-0.0029
O	-0.0036	0.0066	-0.0073
O	-0.0082	-0.0009	0.0042
O	-0.0018	-0.0027	-0.0076
O	0.0024	-0.0047	0.0026
O	0.0003	-0.0051	0.0058
O	-0.0045	0.0073	0.0021
O	-0.0145	0.0099	-0.0069
O	-0.0019	0.0012	-0.006
O	0.0009	-0.0007	-0.0013
O	-0.0019	0.0026	0.0038
O	0.001	-0.0032	0.0006
O	-0.0093	-0.0053	-0.0099
O	0.0018	-0.0021	-0.0071
O	-0.0015	0.0152	0.0015
O	-0.0068	-0.0018	-0.0117
O	0.0016	-0.0006	-0.0061
O	0.0019	-0.0005	-0.0054
O	-0.0013	-0.0016	0.003
O	0.0015	0.0076	0.005
O	0.0002	-0.0008	-0.0087
O	0.0001	0.0007	0.002
O	0.006	-0.0053	-0.0042
O	-0.0102	-0.0045	-0.0071
O	-0.0019	-0.0016	0.0046
O	-0.0034	0.0013	0.0016
O	-0.0027	-0.0056	0.002
O	0.0002	-0.0046	-0.0062
O	-0.0007	-0.0015	0.0028
O	0.0023	-0.0055	0.0028
O	-0.0022	0.0018	0.0009
O	0.0028	0.0009	0.0037
O	-0.0004	-0.0017	0.0041
O	-0.0192	-0.0007	0.0038
O	0.0032	-0.0003	0.0015
O	-0.0008	0.0006	-0.0018
O	0.003	-0.0047	-0.0123
O	0.0038	-0.0025	-0.0074
O	-0.0002	-0.0017	0.0036
O	0.0021	0.0052	0.0068
O	0.0008	-0.0098	-0.0042
O	0.0086	0.0069	-0.0029
O	0.0001	0.0034	-0.0004
O	-0.0033	0.0085	-0.0123
O	0	0.0055	0.0025
O	0.0089	0.0044	-0.0038
O	-0.0008	-0.0034	-0.0074
O	-0.0006	-0.0003	-0.0051
O	-0.0035	0.0111	-0.0001
O	-0.0096	0.0088	-0.0095
O	0.0006	-0.0004	0.0031
O	0.0022	0.0015	0.0005
O	0.0016	0.0061	-0.0004
O	0.0047	-0.0175	0
O	0.0083	0.0107	0
O	-0.0054	0.0106	-0.0279
O	-0.0041	-0.0014	-0.0032
O	-0.0005	0.0025	-0.001
O	0.0066	-0.002	-0.0016
O	0.02	-0.0046	-0.0062
O	-0.0008	0.0007	0.002
O	0.0033	-0.0014	0.0015
O	0.0011	-0.0145	-0.0107
O	0.0009	-0.0038	-0.0042

The program warned: the cutoff lies below the one the program advises for these potential files; the exchange-correlation potential is rough where the density is thin.
